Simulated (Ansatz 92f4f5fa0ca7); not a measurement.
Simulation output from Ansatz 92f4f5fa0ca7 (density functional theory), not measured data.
Periodic cell of 240 atoms, Si128O80H32, with a vacuum gap, from a study of silicon, its oxide and their interface. The atomic structure is a simulated model.

Settings
functional: r2SCAN
potential files: Ansatz PAW
basis: plane waves
wave-function cutoff: 800 eV
density cutoff ratio: 5
exchange-correlation grid ratio: 1
k mesh: 1 x 1 x 1, shifted by 0.5 0.5 0 of a step
self-consistency stop: 1e-11 eV per atom in the density residual
occupations: fixed
spin: none
net charge: 0
applied field: sawtooth along c, amplitude -0.015 V/angstrom in the program's sign convention, ramp centred at 0.9882 of c and 0.0236 of c wide, no dipole correction

Cell vectors (angstrom)
a	10.88	0	0
b	0	10.88	0
c	0	0	42.41

Atoms and the computed forces on them: element, x, y, z (angstrom), force x, y, z (eV/angstrom)
Si	-3.0918	-3.1116	28.8402	-0.007	-0.0031	-0.0053
Si	-0.1057	-0.3894	28.9006	-0.0079	0.0016	-0.0174
Si	-3.5067	2.859	28.6842	-0.0004	-0.0031	-0.0075
Si	-0.8416	-5.296	28.6102	-0.0009	-0.0076	-0.0127
Si	-8.7847	-2.6078	28.8226	0.0033	0.0013	-0.0112
Si	-6.0546	0.0894	28.7409	0.0059	-0.0019	-0.005
Si	2.5792	2.271	28.731	-0.0062	0.0063	-0.0103
Si	-5.684	-5.7297	28.8443	0.0021	0.001	-0.0055
Si	-1.8285	-1.5113	30.0411	0.0035	-0.0037	-0.0155
Si	1.0117	1.2116	30.1343	0.0106	-0.0028	-0.0151
Si	-1.8319	-6.9498	29.9646	-0.0072	0.0136	-0.0095
Si	0.8611	-4.2599	29.936	-0.0076	0.0046	-0.0173
Si	-7.2014	-1.4744	30.0945	-0.0051	0.0041	-0.0123
Si	-4.5364	1.2601	30.062	-0.0126	0	-0.0095
Si	3.6344	3.9045	30.0576	0.0064	-0.008	-0.0085
Si	-4.5352	-4.2577	30.2318	0.0067	-0.0056	-0.0151
Si	-3.1612	-0.1193	31.3795	0.0011	-0.0026	0.0125
Si	-0.4431	2.5989	31.347	-0.0013	0.0016	0.0076
Si	-3.1371	-5.6512	31.4815	0.0029	0.001	0.0068
Si	-0.4578	-2.9034	31.3946	0.0003	-0.0005	0.0058
Si	2.335	-0.1495	31.5102	-0.0055	-0.0015	0.0041
Si	4.9974	2.5841	31.4688	0.0055	-0.0009	0.0054
Si	2.2273	5.2873	31.3351	0.0018	0.0052	0.0082
Si	-5.8954	-2.8416	31.4642	-0.0024	0.0032	0.0137
Si	-4.514	-1.4742	32.7666	0.0069	0.0089	0.0222
Si	-1.7951	1.2342	32.7284	0.003	-0.0043	0.0261
Si	-4.5177	3.9134	32.8291	0.0027	0.0036	0.0113
Si	-1.7865	-4.2477	32.7899	0.0009	0.0021	0.0067
Si	0.9121	-1.5372	32.7688	0.0052	0.0056	0.0061
Si	3.6669	1.2234	32.8391	0	-0.0068	0.0086
Si	0.8987	3.947	32.7342	-0.0031	-0.0048	0.026
Si	3.5902	-4.2343	32.7356	-0.0048	-0.0059	0.0249
Si	1.4029	-1.3653	9.6859	0.006	0.0042	-0.0244
Si	4.1006	1.3484	9.6937	-0.0013	-0.0034	-0.0245
Si	1.3679	4.0967	9.5707	0.0047	0.0077	-0.0048
Si	4.0692	-4.056	9.6172	0.0007	0.003	-0.0126
Si	6.7536	-1.3453	9.5591	0.0009	-0.0076	-0.008
Si	-1.3842	1.3767	9.6153	-0.0036	-0.0038	-0.0102
Si	6.8135	4.0385	9.6916	0.0016	0.0011	-0.0256
Si	-1.3413	6.7824	9.6518	-0.0027	0.0003	-0.0211
Si	2.766	-0.011	11.083	0.0014	-0.002	-0.0106
Si	5.4521	2.6882	11.0895	0.009	-0.0054	-0.0107
Si	2.6929	5.4622	10.9382	-0.0122	0.0017	-0.0055
Si	5.4366	-2.6844	10.9529	-0.0019	0.0041	-0.0042
Si	-2.8306	0.034	10.9033	-0.0036	-0.001	-0.0071
Si	0.0261	2.7427	10.9135	0.0026	0.0107	-0.0064
Si	8.1913	5.4101	11.0157	0.0092	-0.0021	-0.0152
Si	0.0327	-2.7451	10.9996	0.0067	-0.0098	-0.015
Si	1.3628	1.4124	12.3225	-0.0061	0.0015	0.0136
Si	4.0563	4.131	12.3109	-0.0134	0.0045	0.0133
Si	1.3764	-4.1021	12.3993	0.0118	-0.0108	0.0149
Si	4.1534	-1.3678	12.46	0.0043	-0.0081	0.0179
Si	-4.0931	1.3067	12.4872	0.0071	-0.0033	0.0167
Si	-1.2775	4.071	12.3473	0.0043	-0.0101	0.0143
Si	6.798	-4.0717	12.2748	-0.0058	0.0122	0.0167
Si	-1.4365	-1.3422	12.1367	-0.0053	0.0123	0.0089
Si	-0.3118	0.2081	13.4173	0.0019	0.0001	-0.0058
Si	2.5024	3.0071	13.6352	-0.0056	0.0038	-0.0263
Si	0.2681	-5.6862	13.7563	-0.0004	0.0053	-0.0286
Si	3.0082	-3.0038	13.6827	0.0027	-0.0039	-0.0188
Si	5.7917	-0.378	13.8914	0.0009	-0.0123	-0.028
Si	-2.3939	2.4621	13.6149	-0.0027	0.0019	-0.0164
Si	5.2267	5.695	13.6022	-0.0041	-0.0035	-0.0136
Si	-2.8437	-2.5574	13.5448	-0.0097	-0.0008	-0.0244
Si	-6.1028	3.574	24.4775	0.0042	0.0038	-0.0377
Si	-1.2173	3.339	19.2759	-0.0001	-0.0064	-0.0377
Si	6.8227	2.4748	18.0794	0.0012	0.0029	-0.0329
Si	2.5764	-4.6517	18.6583	-0.0007	0.0005	-0.0266
Si	1.864	3.401	18.3454	-0.0052	-0.0081	-0.0364
Si	-2.3658	0.7908	23.9347	0.0014	-0.0011	-0.0337
Si	4.115	-2.0976	18.9854	0.0013	-0.001	-0.0377
Si	5.298	0.1631	17.0445	0.0013	0.0023	-0.0503
Si	-1.2402	-0.3245	26.2052	0.002	0.0017	-0.0291
Si	-3.4164	2.9184	25.6772	-0.0038	0.0011	-0.0338
Si	-0.8494	-4.3677	23.0784	-0.0081	-0.0094	-0.0375
Si	2.8633	1.5472	16.2575	0.0019	-0.0026	-0.0373
Si	0.3349	-1.8956	24.2358	-0.0003	0.0001	-0.0271
Si	3.3645	-4.4009	26.6999	-0.001	-0.0029	-0.0277
Si	1.4052	-1.1861	15.5791	-0.007	-0.0048	-0.024
Si	1.3474	-1.5958	20.2018	-0.0021	-0.0068	-0.0344
Si	0.1797	-2.8113	17.8774	-0.0056	0.0069	-0.0413
Si	1.6753	-4.3312	21.5702	0.0041	0.0073	-0.0364
Si	4.3499	2.6768	20.1366	-0.0013	-0.0022	-0.0334
Si	-0.8136	2.2572	21.9298	0.005	0.0059	-0.029
Si	-0.7121	-6.2838	25.5661	0.0024	0.0008	-0.0325
Si	-4.4343	-1.2591	23.6496	-0.0006	0.0008	-0.0352
Si	1.3433	0.4272	22.4409	0.0023	-0.0008	-0.0317
Si	2.0256	3.8851	26.1105	0.0056	0.0003	-0.028
Si	-6.4993	0.9884	22.6583	-0.0062	-0.005	-0.0294
Si	-1.5701	-4.3147	15.8883	-0.0084	0.0028	-0.0361
Si	3.048	-3.4582	23.8861	-0.0051	0.0021	-0.0317
Si	-5.4313	-5.9976	21.906	0.003	-0.0038	-0.0292
Si	-4.232	-1.3862	26.6387	0.0084	-0.0047	-0.0351
Si	-5.7042	-2.9207	21.7962	-0.0014	-0.0029	-0.0325
Si	-2.3715	-6.1648	21.5917	-0.0024	-0.0002	-0.0303
Si	7.1344	4.3466	15.7612	-0.0021	-0.0006	-0.0278
Si	-3.1648	-2.8594	34.1009	0.0328	-0.0332	0.1698
Si	-0.4491	-0.1403	34.0915	0.0279	-0.0327	0.1635
Si	-3.1454	2.5497	34.1511	-0.0071	0.0218	0.1985
Si	-0.4286	5.284	34.1441	-0.0205	0.0223	0.1967
Si	2.268	-2.8887	34.138	-0.0294	0.0471	0.1936
Si	-5.8563	-0.1476	34.167	-0.0233	0.0144	0.1965
Si	2.2607	2.5964	34.1108	0.0182	-0.0203	0.1728
Si	4.9724	-5.5714	34.1092	0.0205	-0.0223	0.1681
Si	-1.816	-1.4958	35.4522	0.0881	-0.018	0.2928
Si	0.912	1.2206	35.4533	-0.0202	-0.0304	0.2888
Si	-1.7895	3.9234	35.4977	-0.0046	0.0057	0.3023
Si	0.9229	-4.2417	35.5072	-0.0213	0.0311	0.3374
Si	-7.2365	-1.5219	35.4877	-0.0137	0.0118	0.2773
Si	-4.5003	1.2003	35.5198	0.0179	-0.0032	0.3984
Si	3.6214	-6.9325	35.4676	-0.0079	0.0137	0.3353
Si	-4.5352	-4.21	35.4547	-0.0253	0.0045	0.2859
Si	1.3784	1.3416	6.9646	-0.0184	0.0438	-0.2776
Si	4.103	4.0684	6.9482	0.0267	-0.015	-0.2732
Si	1.3524	6.8156	6.9046	-0.0032	0.0176	-0.3378
Si	4.0618	-1.3469	6.8987	-0.031	0.0327	-0.4297
Si	6.7924	1.3663	6.9044	-0.0333	0.0184	-0.3452
Si	-1.3708	4.0898	6.9083	-0.0067	-0.0006	-0.4023
Si	6.8099	-4.0946	6.9625	0.0254	-0.0328	-0.2955
Si	-1.3433	-1.3657	6.9486	0.0273	-0.032	-0.2727
Si	0.014	-0.0141	8.3264	-0.0137	0.0097	-0.1709
Si	2.7539	2.702	8.3027	-0.0269	0.0147	-0.1681
Si	-0.0095	5.4518	8.2466	0.0262	-0.0214	-0.1988
Si	2.7147	-2.7018	8.2616	0.0196	-0.0273	-0.1994
Si	5.4051	0.0212	8.2441	0.0117	-0.0009	-0.2016
Si	8.1493	2.7293	8.26	0.0056	-0.0074	-0.2002
Si	5.4561	5.4204	8.3287	-0.0169	0.0163	-0.1716
Si	8.1753	-2.7266	8.298	-0.0147	0.0131	-0.163
O	-5.3184	-0.4462	27.3832	-0.0071	0.005	0.0253
O	-4.5562	-6.8062	28.3753	0.0005	0.0035	-0.0026
O	2.3467	-2.3849	15.0467	-0.0036	0.006	0.0162
O	-6.4662	-6.8726	21.0455	0.008	0.0032	0.0155
O	-7.1913	1.1631	28.2459	-0.0002	0.0053	0.0029
O	-0.6063	0.3272	27.5275	0.003	-0.0026	0.0189
O	0.9786	-1.5023	28.3937	0.0049	-0.0033	0.0093
O	4.126	-4.1052	14.1774	0.0015	0.0035	0.0013
O	-2.1255	-3.2241	14.8405	0.0062	-0.0043	0.0147
O	-0.331	-5.0798	15.1605	-0.0086	0.0066	0.0193
O	0.5579	-0.5058	23.4765	-0.0087	-0.0089	0.0198
O	-5.8164	-6.0693	23.4724	0.0011	-0.0052	0.0236
O	-0.5427	-5.8662	27.1209	0.0055	0.004	0.0331
O	1.9433	2.862	27.3563	0.006	-0.0072	0.0236
O	-0.6842	-5.0394	24.5374	0.0017	-0.0123	0.0212
O	-4.0106	-2.7044	27.5458	0.0037	-0.0053	0.0178
O	2.2823	0.1256	15.8116	-0.0055	0.006	0.0127
O	-1.1221	-3.5463	17.2503	0.0104	0.0067	0.0175
O	7.9465	3.2126	14.9507	-0.0069	0.0056	0.0172
O	5.7083	2.6712	19.2417	-0.0136	-0.0028	0.018
O	-4.3611	-2.4385	22.5487	0.0068	0.0017	0.0201
O	2.8715	0.4862	22.9231	0.0059	-0.0044	0.0209
O	-1.9476	-4.1359	28.3005	-0.002	-0.0031	0.0107
O	6.963	-1.4832	14.1282	0.0026	0.006	0.0137
O	3.8622	-3.6525	18.5017	-0.0014	-0.0014	0.0139
O	-0.8805	2.1688	20.3321	0.0003	-0.0035	0.0197
O	4.1123	1.2564	17.2349	0.001	0.0016	0.0154
O	-4.8869	3.5927	25.5552	0.0061	-0.0008	0.0171
O	5.3444	-0.0953	15.4414	-0.0069	0.0067	0.0172
O	1.143	-0.1885	20.9486	-0.0031	0.0116	0.021
O	-1.3225	1.3105	14.1068	-0.0022	-0.0015	-0.0052
O	-3.4865	1.7884	24.5176	-0.0024	0.0084	0.0116
O	2.8294	-3.0805	27.4458	-0.0085	0.0056	0.0137
O	2.2696	-4.9815	20.2283	-0.0086	-0.0002	0.0233
O	-1.84	1.1603	22.4799	-0.0001	-0.0013	0.0171
O	-2.2521	-4.7429	22.3594	-0.0002	0.0041	0.0178
O	5.9697	5.0126	14.8747	0.006	-0.0043	0.014
O	0.6811	1.9127	22.4409	-0.0031	0.0009	0.0145
O	-1.8206	4.6471	20.0571	-0.0013	0.0052	0.0152
O	-2.4667	2.7554	18.3927	0.0093	0.0023	0.0098
O	-6.1519	2.2514	23.5748	-0.0029	0.0086	0.0159
O	-2.7755	-0.6956	26.5508	-0.0058	-0.0083	0.0188
O	-6.2541	-5.023	27.4883	0.0075	-0.0037	0.0248
O	4.9399	-1.1917	17.901	-0.0046	-0.0098	0.0157
O	-6.4122	1.3656	21.0859	0.0001	-0.0112	0.0214
O	-5.5644	-4.4723	21.4139	0.0031	-0.0037	0.0189
O	0.2508	-0.8247	14.5331	0.0187	-0.0047	0.0146
O	-4.8133	-1.7265	25.1631	0.0026	-0.0039	0.0275
O	0.2145	-4.8746	21.9498	-0.0047	0.0017	0.0164
O	-7.075	-4.0265	25.1909	0.0011	-0.0002	0.0228
O	2.6602	4.7773	17.9548	0.0011	0.0024	0.0145
O	3.286	2.3533	14.917	-0.0027	-0.0085	0.0156
O	3.351	3.6484	25.2242	-0.0101	-0.0024	0.0217
O	1.6454	-2.7209	21.3345	-0.0048	-0.0041	0.0157
O	-0.6598	-2.792	23.3249	0.0033	-0.0013	0.0121
O	6.4188	3.5946	16.9844	0.0009	-0.009	0.0161
O	2.1576	-5.4782	26.6811	0.0009	0.0019	0.0121
O	0.6615	-1.6275	16.9139	0.0023	-0.004	0.0078
O	-1.4013	3.6874	22.4202	-0.0021	-0.0038	0.0103
O	-2.7174	-5.3884	16.2693	0.0028	0.0034	0.0071
O	-1.2072	0.812	25.0608	0	0.0009	0.0201
O	0.641	3.728	25.2719	0.004	-0.0041	0.0041
O	-0.3828	-1.5962	25.6625	-0.0035	0.0068	0.0148
O	-2.939	-0.6906	23.7553	0.0024	0.0022	0.0172
O	2.555	-4.6503	22.8945	0.0014	0.0011	0.022
O	0.0504	-2.0926	19.3376	0.0083	0.0096	0.0179
O	1.3913	4.0805	14.2011	-0.0005	-0.0008	0.0054
O	1.7667	-2.6268	24.4283	-0.0005	0.003	0.0106
O	1.308	-3.9418	17.988	0.0067	0.0014	0.009
O	6.6474	0.9295	17.5488	0.0022	0.0069	0.0048
O	-6.843	-2.6072	22.9293	-0.0061	-0.0043	0.016
O	2.6388	-1.4533	19.2182	-0.0022	0.0068	0.0098
O	-3.1809	2.3086	27.1696	0.0061	0.004	0.0291
O	2.8585	2.7005	19.4492	0.0093	0.003	0.0158
O	-3.932	-6.5707	21.6464	-0.0038	0.0035	0.008
O	-5.4486	-0.1516	23.0641	0.0089	-0.0092	0.0133
O	0.2672	3.6909	18.6603	-0.0073	-0.0024	0.0041
O	1.7851	2.4155	17.0703	0.002	0.0058	0.0092
O	4.8924	-2.1217	20.4132	0.0049	-0.0057	0.0246
O	-2.1476	3.878	25.3685	-0.0005	-0.0008	0.0035
H	-0.9955	-2.319	36.3847	-0.234	0.2813	-0.2847
H	-2.6375	-0.6738	36.3847	0.3427	-0.3547	-0.2846
H	0.0926	2.0448	36.3857	0.303	-0.3612	-0.2652
H	1.7323	0.3973	36.3857	-0.2558	0.2773	-0.2863
H	-0.9658	3.1035	36.4301	-0.332	0.3431	-0.2288
H	-2.6104	4.7461	36.4301	0.2509	-0.2591	-0.2636
H	0.1018	-3.4191	36.4397	0.2444	-0.2704	-0.2591
H	1.7456	-5.0626	36.4397	-0.342	0.3524	-0.2391
H	-6.4092	-2.3382	36.4202	-0.3758	0.3185	-0.2368
H	-8.0565	-0.6983	36.4202	0.2547	-0.2784	-0.2634
H	-3.6819	0.3752	36.4523	-0.3548	0.3696	-0.2102
H	-5.3257	2.0186	36.4523	0.2723	-0.2119	-0.2695
H	2.7982	-6.1121	36.4001	0.3639	-0.3394	-0.2526
H	4.4429	-7.7546	36.4001	-0.2527	0.2304	-0.3011
H	-3.7128	-5.0311	36.3871	-0.2658	0.2324	-0.2975
H	-5.3555	-3.3866	36.3871	0.3671	-0.3321	-0.2553
H	0.56	2.1667	6.0322	0.2469	-0.2427	0.303
H	2.2	0.5196	6.0322	-0.3785	0.3314	0.2814
H	3.2792	4.8883	6.0158	0.2433	-0.2448	0.3127
H	4.9224	3.2443	6.0158	-0.3119	0.3753	0.2697
H	0.5299	7.6368	5.9722	0.3577	-0.3359	0.2338
H	2.1733	5.9929	5.9722	-0.2358	0.2637	0.2757
H	4.8828	-2.1695	5.9662	-0.2302	0.2646	0.2727
H	3.2413	-0.5238	5.9662	0.3331	-0.4027	0.2055
H	7.6124	0.5427	5.972	-0.2738	0.256	0.2769
H	5.9721	2.1896	5.972	0.3632	-0.3321	0.227
H	-0.5454	3.2715	5.9758	-0.2711	0.2282	0.2656
H	-2.1923	4.9119	5.9758	0.3446	-0.3462	0.2269
H	7.6332	-4.9149	6.0301	-0.3522	0.3315	0.2675
H	5.9872	-3.2737	6.0301	0.2255	-0.268	0.3128
H	-0.5231	-2.189	6.0162	-0.3322	0.3472	0.2745
H	-2.1707	-0.5494	6.0162	0.2902	-0.2305	0.3112

Results
free energy: -128005.500 eV
free energy less fixed offsets of H -15.71, O -570.45, Si -639.56 eV per atom: -3.100 eV

The program warned: the cutoff lies below the one the program advises for these potential files; the forces do not sum to zero within the program's tolerance; empty levels may hold ghost states of the PAW files; the exchange-correlation potential is rough where the density is thin.
